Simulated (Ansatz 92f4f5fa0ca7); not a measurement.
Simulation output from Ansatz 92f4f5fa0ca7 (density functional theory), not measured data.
Periodic cell of 244 atoms, Si164O80, from a study of silicon, its oxide and their interface. The atomic structure is a simulated model.
Doubt: the cutoff is far below the 930 eV that the study's wrapper takes by default for these files, so forces and energies are approximate.

Settings: functional PBE; potential files Ansatz PAW; basis plane waves; wave-function cutoff 580 eV; density cutoff ratio 5; exchange-correlation grid ratio 1; k mesh 1 x 1 x 1, Gamma-centred; self-consistency stop 5e-08 eV per atom in the density residual; occupations fixed; spin none; net charge 0.

Cell vectors (angstrom)
a 10.938 0 0
b 0 10.938 0
c 0 0 36.9137

Atoms: element, x, y, z (angstrom)
Si 0 0 0.683
Si 5.469 0 0.683
Si 2.7345 2.7345 0.683
Si 8.2035 2.7345 0.683
Si 0 5.469 0.683
Si 5.469 5.469 0.683
Si 2.7345 8.2035 0.683
Si 8.2035 8.2035 0.683
Si 1.3673 1.3673 2.0503
Si 6.8362 1.3673 2.0503
Si 4.1018 4.1018 2.0503
Si 9.5708 4.1018 2.0503
Si 1.3673 6.8362 2.0503
Si 6.8362 6.8362 2.0503
Si 4.1018 9.5708 2.0503
Si 9.5708 9.5708 2.0503
Si 2.7345 0 34.8622
Si 8.2035 0 34.8622
Si 0 2.7345 34.8622
Si 5.469 2.7345 34.8622
Si 2.7345 5.469 34.8622
Si 8.2035 5.469 34.8622
Si 0 8.2035 34.8622
Si 5.469 8.2035 34.8622
Si 4.1018 1.3673 36.2294
Si 9.5708 1.3673 36.2294
Si 1.3673 4.1018 36.2294
Si 6.8362 4.1018 36.2294
Si 4.1018 6.8362 36.2294
Si 9.5708 6.8362 36.2294
Si 1.3673 9.5708 36.2294
Si 6.8362 9.5708 36.2294
Si -0.9085 0.4587 26.9438
Si 5.849 -0.651 26.5437
Si 1.9158 3.0591 26.9096
Si 8.5656 2.2972 27.2089
Si 0.4233 4.8579 27.1709
Si 4.7233 5.8142 26.5029
Si 3.0216 7.5273 26.7104
Si 7.5039 8.5019 26.6632
Si 1.0857 1.2196 28.0391
Si 6.6728 1.1495 27.9753
Si 3.8932 4.0192 27.8571
Si 9.5034 4.0644 28.3406
Si 1.3664 6.718 28.186
Si 6.5209 6.7502 27.8824
Si 4.0343 9.3887 27.8434
Si 9.2991 9.4344 27.9654
Si 2.6412 -0.1382 29.2362
Si 8.0466 -0.1308 29.4431
Si -0.0756 2.61 29.5816
Si 5.3104 2.6446 29.2413
Si 2.7069 5.3309 29.4911
Si 7.9853 5.4957 29.3614
Si -0.1275 8.1534 29.3181
Si 5.3221 8.1123 29.4004
Si 3.9768 1.2842 30.6595
Si 9.4376 1.2468 30.8329
Si 1.3172 4.0099 30.8683
Si 6.701 4.0164 30.6856
Si 4.0327 6.7566 30.8296
Si 9.4514 6.8001 30.7206
Si 1.2786 9.5048 30.6919
Si 6.7018 9.4545 30.8077
Si -0.044 -0.0712 32.1376
Si 5.3699 -0.03 32.0993
Si 2.7116 2.6453 32.1575
Si 8.1008 2.7006 32.1176
Si -0.0818 5.4473 32.121
Si 5.4317 5.398 32.1419
Si 2.6546 8.1713 32.1203
Si 8.141 8.153 32.1497
Si 1.3251 1.3097 33.5063
Si 6.7679 1.3218 33.4879
Si 4.0682 4.0495 33.5066
Si 9.5108 4.0628 33.4845
Si 1.3128 6.8005 33.4946
Si 6.7955 6.7834 33.5048
Si 4.0449 9.5348 33.4877
Si 9.5295 9.5218 33.5046
Si 2.8046 0.0663 3.4132
Si 8.2709 0.0659 3.4094
Si 0.0584 2.791 3.4096
Si 5.5244 2.7823 3.4179
Si 2.7942 5.5254 3.4053
Si 8.2621 5.525 3.4184
Si 0.0615 8.2636 3.4188
Si 5.5268 8.2557 3.4116
Si 4.2068 1.4061 4.8051
Si 9.6739 1.4179 4.786
Si 1.4311 4.179 4.7667
Si 6.893 4.1722 4.7806
Si 4.2014 6.8649 4.7757
Si 9.6691 6.8805 4.7894
Si 1.4297 9.6749 4.7767
Si 6.8895 9.6682 4.7608
Si 0.1586 0.1524 6.2171
Si 5.6188 0.1036 6.2328
Si 2.8563 2.8492 6.0945
Si 8.3228 2.835 6.1017
Si 0.1316 5.5491 6.204
Si 5.5668 5.526 6.2126
Si 2.8747 8.3273 6.058
Si 8.3177 8.34 6.0646
Si 1.5917 1.5939 7.5946
Si 7.0577 1.538 7.584
Si 4.1883 4.0983 7.5847
Si 9.6933 4.1155 7.5411
Si 1.587 6.9962 7.4672
Si 6.9994 6.9965 7.4516
Si 4.1954 9.6347 7.5199
Si 9.6531 9.7035 7.4776
Si 3.0322 0.2163 8.9197
Si 8.504 0.2324 8.974
Si 0.1834 2.8979 9.0699
Si 5.6431 2.7868 9.0454
Si 2.9057 5.6216 8.8803
Si 8.3859 5.6329 8.769
Si 0.1895 8.3949 8.7388
Si 5.6428 8.3115 8.867
Si 4.9842 0.7983 10.3104
Si 10.3816 1.0363 10.4165
Si 0.9958 4.9304 10.1438
Si 6.6024 4.7478 10.0478
Si 4.8254 6.4483 10.1197
Si 10.1557 6.692 10.034
Si 1.1428 10.2207 9.987
Si 6.7376 10.0583 10.046
O 32.3504 -2.7984 24.9186
O -9.5943 -12.5632 23.2721
O -0.7116 -9.4138 12.0659
O 24.7108 9.0171 13.6555
O 15.079 -5.0757 22.3462
O 12.6666 -11.825 15.8153
O 11.683 -9.6257 21.8516
O 15.1611 -4.3258 19.8132
O -23.4731 -37.6912 23.5318
O 0.4449 -16.5925 13.9563
O 2.2143 7.9526 25.3108
O 0.6198 -23.6171 20.6781
O 14.2897 -5.1677 17.4478
O 1.612 2.8031 25.2287
O 18.8515 14.9505 19.6575
O 17.7628 -2.2749 15.8493
Si 20.0562 -14.2957 24.1455
Si -10.3537 -5.6732 19.9014
Si 4.679 16.9814 18.3703
Si 4.4956 -15.4764 13.219
Si 2.0329 0.9166 20.9244
Si -10.0534 -2.1331 16.4804
Si -21.3928 10.0323 19.2815
Si -3.8492 -25.2357 17.0471
Si 15.9148 0.6713 13.5352
Si -13.541 -12.2365 18.9795
Si -9.3046 16.6442 12.9326
Si -13.6373 20.6149 22.0386
Si 15.0433 -6.017 23.6792
Si 10.712 16.6639 22.6872
Si 14.1874 -4.5707 21.0818
Si 45.3644 8.7697 12.6105
Si -15.5289 3.5289 19.3941
Si -9.066 -1.7635 21.74
Si -11.9529 1.711 13.6656
Si -15.7407 0.2915 23.5966
Si -3.8188 -5.4388 12.7437
Si -11.8174 12.3242 21.988
Si 31.8861 9.5958 14.2806
Si 27.4231 -12.934 14.89
Si -13.0562 -9.2572 24.5554
Si 1.7554 5.904 17.1168
Si 19.1224 5.0072 15.5008
Si -7.8753 -11.8371 14.9158
Si 7.6003 -9.5484 17.7579
Si -9.7189 -6.6979 24.5119
Si 15.5233 13.3435 21.8518
Si 19.2391 -2.7077 12.1408
Si 18.1402 35.1157 14.9416
Si 31.161 3.1037 19.4626
Si 11.096 4.2134 15.1499
Si 1.0169 18.9806 24.2355
O 13.0063 38.0855 20.6549
O -6.2493 0.968 11.962
O 1.4715 -14.5895 16.2548
O -0.2143 3.9019 19.4105
O -5.1529 10.1811 13.8186
O 13.5825 5.0089 24.3783
O -3.5046 10.8281 18.3544
O 9.3426 -0.0674 22.1215
O 9.8475 -33.5033 18.9767
O -6.6572 9.4282 15.8267
O -5.7821 22.9154 22.5311
O -18.6922 -8.8622 21.0165
O 18.3236 -6.4995 11.5356
O 5.5121 -28.1384 18.6158
O 8.1065 -13.6023 18.1151
O 9.5707 7.5486 11.3666
O -0.4254 -15.9993 21.0578
O 7.4689 1.2337 16.1426
O 7.9105 18.6862 25.2053
O 12.296 -3.7433 12.3377
O 19.6879 -2.1299 13.6128
O 19.493 -8.0535 25.6293
O 5.8286 -19.9676 14.1645
O -12.1662 13.1701 23.3241
O 14.4624 -10.3751 14.3297
O 0.4234 15.2002 23.0661
O 39.6432 9.9937 22.7911
O -14.529 -9.6595 24.029
O 5.6063 27.0761 13.2982
O 16.045 18.4959 14.176
O -2.7095 5.3991 13.9239
O 5.3838 10.7358 24.9655
O 12.2504 -17.3312 16.2842
O 0.2348 -5.821 25.5166
O 22.7946 -4.1502 23.1857
O 19.9528 -8.7711 18.1318
O -14.7683 3.7793 15.6565
O -3.0449 20.2368 20.5004
O -1.2333 22.3313 25.2702
O -12.0373 -10.6702 14.4423
O -10.8764 -19.1692 14.4663
O -6.5729 -7.53 23.1219
O 1.6086 4.646 11.6936
O 6.3652 -8.6964 18.3936
O 5.6203 3.099 20.7945
O -3.7629 -3.8886 12.2321
O 0.2893 -1.5016 13.2307
O 13.668 -3.0879 21.461
O 14.012 -5.1775 13.7213
O 11.938 -1.8453 18.0677
O -13.4572 -19.5386 13.8511
O 20.6219 4.5285 15.9067
O 7.5737 20.4004 11.3727
O -20.5069 0.4912 19.4514
O 7.792 17.1706 16.4735
O 16.0633 5.3731 24.8873
O -2.0344 41.2272 22.7735
O 5.6515 7.157 17.6883
O -11.5277 -2.0065 15.7586
O -6.6291 -4.0397 11.667
O 2.7804 21.4439 21.478
O -8.9456 31.407 11.2486
O -21.0155 17.001 18.4961
O 20.3104 2.0971 20.7188

Results
free energy: -149749.970 eV
free energy less fixed offsets of O -568.88, Si -635.61 eV per atom: 0.470 eV

Forces (eV/angstrom), in the order of the atoms: element, x, y, z
Si -0.028 -0.1206 0.0003
Si -0.0488 -0.0912 0.0032
Si -0.078 -0.0854 -0.028
Si -0.0982 -0.0351 -0.0162
Si -0.0962 -0.0482 0.0077
Si -0.0349 -0.1057 -0.0039
Si -0.1082 -0.0561 -0.0266
Si -0.0547 -0.1026 -0.0324
Si 0.2258 0.2172 -0.0351
Si 0.2324 0.2135 -0.048
Si 0.1194 0.0571 -0.0217
Si 0.1116 0.1011 -0.0143
Si 0.2147 0.224 -0.038
Si 0.2338 0.2106 -0.0368
Si 0.0902 0.0492 -0.0197
Si 0.0966 0.0793 -0.0122
Si -0.1295 -0.1978 0.1405
Si -0.1486 -0.0377 -0.1059
Si -0.1701 -0.0791 -0.1165
Si -0.0794 -0.1422 0.16
Si -0.1699 -0.1353 -0.0915
Si -0.0967 -0.1247 0.1179
Si -0.1442 -0.1402 0.1376
Si -0.171 -0.0821 -0.1171
Si 0.0468 0.0996 0.0082
Si 0.0281 0.116 0.0174
Si 0.0651 0.0909 0.0078
Si 0.1175 0.0378 0.0023
Si 0.0383 0.1031 0.002
Si 0.0911 0.0637 0.008
Si 0.0882 0.0644 0.0044
Si 0.0775 0.0659 -0.0085
Si 0.1914 -0.025 -0.2642
Si -0.3685 0.4737 -0.2425
Si 0.2181 -0.526 -0.1137
Si -0.2438 0.3819 0.1603
Si -0.4844 0.3384 -0.2248
Si 0.4867 -0.3673 -0.269
Si -0.5188 0.4229 0.0129
Si 0.3842 -0.4806 -0.0977
Si 0.0796 -0.1118 -0.0002
Si 0.0278 0.0754 0.0249
Si 0.0007 -0.014 0.096
Si 0.0274 -0.0214 0.0507
Si 0.0357 0.0277 -0.0085
Si 0.0073 -0.0924 0.1126
Si 0.0215 0.0115 0.0537
Si -0.0306 -0.0389 -0.0153
Si -0.0023 0.0831 -0.1582
Si -0.0694 -0.0223 0.2325
Si -0.0109 0.0538 0.32
Si 0.0031 -0.0213 -0.1592
Si 0.0672 0.0011 0.2647
Si -0.0013 -0.0067 -0.1148
Si -0.0119 -0.0156 -0.0211
Si -0.0554 0.0017 0.0762
Si 0.0146 0.0152 -0.01
Si 0.0181 -0.0134 -0.0303
Si 0.0761 -0.0591 -0.0652
Si -0.0203 -0.0181 -0.0296
Si -0.0268 -0.0382 -0.1057
Si -0.039 0.0681 0.0264
Si 0.0029 -0.0158 0.0164
Si 0.078 0.1127 -0.0983
Si -0.0558 0.0116 -0.0526
Si -0.0006 -0.0658 -0.0075
Si -0.0617 0.0346 -0.0194
Si 0.0149 -0.0521 -0.0282
Si -0.0089 -0.0908 -0.0535
Si -0.0575 0.0357 0.0047
Si -0.046 -0.1057 -0.0208
Si -0.0034 0.0467 -0.011
Si 0.0063 0.0642 -0.0164
Si 0.0216 0.0533 -0.0225
Si 0.0146 -0.0014 -0.01
Si 0.0305 0.0041 -0.0188
Si 0.0044 0.0735 -0.0292
Si 0.1009 -0.0504 0.0032
Si -0.0159 0.076 -0.0064
Si 0.0449 -0.0088 -0.0079
Si -0.0209 -0.0534 0.0288
Si -0.029 -0.0594 0.0309
Si -0.0378 -0.0132 0.0306
Si -0.0184 -0.0147 0.0242
Si -0.0519 -0.0063 0.0375
Si -0.0467 -0.0084 0.0292
Si -0.0088 -0.0343 0.0337
Si 0.0044 -0.0405 0.029
Si -0.0271 0.0497 0.0344
Si -0.0034 0.0823 0.0349
Si 0.0696 0.0426 0.033
Si 0.0559 0.0096 0.0307
Si -0.0132 0.0516 0.0536
Si 0.0014 0.0543 0.0659
Si 0.0569 -0.0024 0.0258
Si 0.0483 -0.0066 0.0307
Si 0.017 -0.0394 0.0579
Si 0.0565 -0.0536 0.0279
Si -0.024 0.0106 -0.059
Si -0.0047 0.0005 -0.0381
Si 0.0264 -0.0276 0.0073
Si 0.0103 0.0104 0.0368
Si -0.0377 -0.053 -0.0728
Si -0.0864 0.0222 -0.0464
Si -0.0183 0.0068 -0.0527
Si -0.0111 0.0051 -0.0489
Si 0.0173 -0.0453 0.0143
Si 0.0329 -0.0356 -0.0199
Si 0.0766 0.0469 -0.2335
Si 0.0631 0.0448 -0.2004
Si 0.0212 -0.0165 -0.0109
Si 0.0243 -0.0042 -0.0007
Si -0.1977 -0.0826 -0.1556
Si -0.0766 -0.0657 -0.1993
Si -0.0048 0.1481 -0.1635
Si -0.0247 0.1254 -0.0675
Si 0.0478 0.0388 -0.0377
Si -0.0438 0.1008 0.0791
Si -0.016 0.1198 -0.0538
Si -0.0366 -0.0661 -0.1239
Si -0.507 0.4595 0.4945
Si -0.2715 0.5552 0.6951
Si 0.4378 -0.5052 0.2415
Si 0.5473 -0.5497 0.1203
Si -0.6904 0.4988 0.3661
Si -0.4741 0.3941 0.0784
Si 0.5362 -0.4358 -0.041
Si 0.5817 -0.4165 0.0876
O -0.1203 0.0153 0.1669
O -0.0348 0.0037 0.1195
O 0.1292 -0.3116 -0.7504
O -0.1039 -0.2209 -0.2139
O 0.0504 -0.022 0.1979
O -0.0224 -0.0258 -0.0739
O -0.1018 0.0602 0.0731
O 0.0337 0.0168 0.0702
O 0.0401 0.0104 0.0751
O 0.0588 0.1568 -0.2438
O 0.3041 -0.0779 0.1589
O 0.0112 -0.0438 0.0998
O 0.0103 -0.0055 -0.0323
O -0.0556 0.3187 0.2408
O 0.0036 -0.0033 -0.0115
O 0.0002 -0.0184 -0.1117
Si 0.2239 0.0083 -0.3137
Si -0.0308 0.0642 -0.0983
Si -0.063 0.0458 0.0041
Si 0.0741 -0.0459 0.1321
Si 0.0791 -0.0992 0.0299
Si 0.0588 0.0673 0.1375
Si 0.0895 -0.0557 -0.0363
Si 0.0312 0.0088 0.0207
Si -0.0315 -0.0497 0.4316
Si 0.0092 -0.0202 0.029
Si 0.0955 -0.0864 0.4754
Si -0.0224 0.1337 -0.0931
Si -0.0096 -0.1962 -0.3642
Si -0.1203 0.2475 -0.1213
Si -0.1323 0.1016 -0.1758
Si 0.1488 0.0269 0.4073
Si -0.0078 0.0017 -0.0244
Si 0.0604 0.0884 -0.147
Si -0.1031 0.0268 0.4457
Si 0.2369 0.0487 -0.4073
Si 0.1216 -0.2262 0.5406
Si 0.1708 -0.1289 -0.1407
Si 0.1449 0.0847 0.3721
Si -0.1839 0.2349 0.29
Si 0.2783 0.0475 -0.1335
Si -0.0154 -0.0241 0.0537
Si -0.0208 -0.1768 0.2112
Si 0.0985 0.1313 0.2781
Si 0.045 0.0001 -0.0559
Si -0.3672 0.0285 -0.2492
Si -0.1567 -0.0469 -0.1902
Si -0.0039 -0.0528 0.0594
Si -0.0872 0.0071 0.1117
Si 0.0481 -0.0084 -0.0575
Si -0.0755 -0.0268 0.1566
Si -0.0294 -0.1026 -0.2286
O 0.0407 -0.0462 0.0682
O 0.1545 -0.1071 -0.4445
O -0.0242 0.0179 -0.0491
O -0.0511 0.0071 -0.0012
O 0.0327 -0.0364 -0.1557
O 0.0445 0.0758 0.0729
O -0.0115 0.0746 0.0092
O -0.011 -0.0081 0.0226
O -0.0218 0.0421 -0.0286
O 0.0367 -0.0216 -0.2632
O 0.039 -0.0429 0.1293
O 0.076 0.0792 0.0502
O -0.2779 0.2009 -0.2781
O 0.0294 -0.0623 0.0226
O 0.0157 -0.035 0.0012
O 0.0922 -0.0907 -0.0012
O 0.0429 -0.0382 0.1328
O 0.0254 -0.0125 -0.0104
O -0.2131 0.2468 0.2455
O -0.0937 -0.056 -0.123
O -0.1859 -0.1774 -0.2635
O 0.1246 -0.314 0.0513
O 0.0095 0.0587 -0.0633
O -0.1121 -0.0112 0.0782
O 0.0437 -0.0514 -0.1417
O 0.182 -0.0519 0.2162
O -0.1392 -0.0044 0.1307
O -0.0713 -0.027 0.0855
O 0.1023 0.0112 -0.2049
O -0.039 -0.1346 -0.1322
O -0.018 0.1172 -0.2798
O 0.073 -0.2722 0.4615
O 0.0082 -0.003 -0.0191
O 0.2769 -0.2669 -0.0514
O 0.0152 0.0249 0.0185
O -0.0243 0.0023 -0.0071
O -0.0069 0.0371 -0.0613
O -0.0228 -0.0075 0.0659
O -0.1687 0.1177 0.0853
O 0.0386 -0.0068 -0.1034
O -0.0578 -0.1275 -0.1487
O -0.0059 0.048 0.1309
O -0.2024 0.0712 -0.2494
O -0.014 -0.0178 0.0346
O 0.0289 0.0189 0.0926
O -0.0188 0.0849 -0.0572
O -0.0086 0.0194 -0.1615
O 0.0947 -0.0968 -0.0132
O -0.0399 0.0168 -0.0868
O -0.028 -0.0152 -0.0443
O 0.0549 0.0081 -0.1037
O 0.056 0.0109 -0.0884
O -0.142 0.1507 -0.0089
O -0.0416 0.0093 -0.0394
O 0.0337 -0.0175 -0.0865
O -0.0961 0.2814 0.5056
O -0.0353 -0.0912 0.135
O -0.0529 -0.0097 0.0201
O -0.0559 -0.0093 -0.2251
O 0.1632 -0.1465 -0.2934
O -0.1137 -0.0452 -0.009
O -0.2266 0.1364 -0.0289
O -0.0294 -0.0483 0.0513
O -0.0559 -0.0261 0.0873

The program warned: the cutoff lies below the one the program advises for these potential files; the exchange-correlation potential is rough where the density is thin.
